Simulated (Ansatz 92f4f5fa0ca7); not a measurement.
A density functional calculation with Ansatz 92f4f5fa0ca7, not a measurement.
Periodic cell of 215 atoms, Si132O82B1, from a study of silicon, its oxide and their interface. The atomic structure is a simulated model.
Doubt: the cutoff is far below the 930 eV that the study's wrapper takes by default for these files, so forces and energies are approximate.
This geometry differs little from another in the collection (a relaxation step or a small displacement).

Settings
functional: PBE
potential files: Ansatz PAW
basis: plane waves
wave-function cutoff: 580 eV
density cutoff ratio: 5
exchange-correlation grid ratio: 1
k mesh: 1 x 1 x 1, Gamma-centred
self-consistency stop: 5e-08 eV per atom in the density residual
occupations: fixed
spin: none
net charge: -1 e, with a uniform compensating background and no finite-size correction

Cell vectors (angstrom)
a, 10.938, 0, 0
b, 0, 10.938, 0
c, 0, 0, 31.5432

Atoms: element, x, y, z (angstrom)
Si, 10.4347, 0.5757, 24.366
Si, 6.0435, 10.4979, 24.1745
Si, 2.1302, 3.2491, 24.1062
Si, 8.7046, 2.2561, 24.3331
Si, 0.5022, 5.0514, 24.1898
Si, 5.0512, 5.8943, 24.216
Si, 3.3971, 7.648, 24.1849
Si, 7.8287, 8.8244, 24.0192
Si, 1.3434, 1.4809, 25.4783
Si, 6.918, 1.2986, 25.5188
Si, 4.0255, 4.1015, 25.3472
Si, 9.6704, 4.0929, 25.4493
Si, 1.4978, 6.8148, 25.3906
Si, 6.8977, 6.9431, 25.2635
Si, 4.2329, 9.5266, 25.3758
Si, 9.526, 9.6417, 25.4587
Si, 2.7769, 0.0066, 26.6697
Si, 8.2215, -0.0281, 26.973
Si, 0.017, 2.763, 26.9523
Si, 5.4479, 2.7332, 26.6847
Si, 2.7575, 5.4369, 26.8659
Si, 8.2261, 5.5213, 26.6535
Si, 0.0408, 8.2123, 26.6719
Si, 5.558, 8.1893, 26.8298
Si, 4.1084, 1.371, 28.1039
Si, 9.5915, 1.3654, 28.2532
Si, 1.3931, 4.1171, 28.2529
Si, 6.832, 4.1315, 28.053
Si, 4.1554, 6.8147, 28.1709
Si, 9.5965, 6.8533, 28.0824
Si, 1.3865, 9.5898, 28.0798
Si, 6.8562, 9.5367, 28.2595
Si, 0.0403, -0.0237, 29.5641
Si, 5.4462, 0.0083, 29.5208
Si, 2.7691, 2.7152, 29.5631
Si, 8.1683, 2.7665, 29.4988
Si, -0.0121, 5.5062, 29.5242
Si, 5.5051, 5.4404, 29.542
Si, 2.7511, 8.2146, 29.4716
Si, 8.2599, 8.1645, 29.5695
Si, 1.3968, 1.3504, 30.9324
Si, 6.8135, 1.3805, 30.8709
Si, 4.1279, 4.0859, 30.9429
Si, 9.5483, 4.1207, 30.8603
Si, 1.3742, 6.8661, 30.8622
Si, 6.8637, 6.8066, 30.9239
Si, 4.0864, 9.5762, 30.8781
Si, 9.6036, 9.5501, 30.9534
Si, 2.7479, -0.0283, 0.7595
Si, 8.15, -0.0053, 0.7145
Si, -0.0299, 2.75, 0.6874
Si, 5.4703, 2.6804, 0.7677
Si, 2.7199, 5.5059, 0.7143
Si, 8.2196, 5.4324, 0.7514
Si, 0.0614, 8.1864, 0.7698
Si, 5.4651, 8.2119, 0.7031
Si, 4.1348, 1.2812, 2.1537
Si, 9.5227, 1.3792, 2.042
Si, 1.3211, 4.1335, 2.0606
Si, 6.851, 4.0495, 2.1017
Si, 4.053, 6.9132, 2.0944
Si, 9.6068, 6.8008, 2.0907
Si, 1.4338, 9.5294, 2.1613
Si, 6.7658, 9.5919, 2.132
Si, -0.0362, -0.0035, 3.3554
Si, 5.3074, -0.1783, 3.6899
Si, 2.689, 2.7132, 3.3511
Si, 8.1726, 2.6638, 3.5211
Si, 0.0015, 5.475, 3.5394
Si, 5.448, 5.4817, 3.3364
Si, 2.8961, 8.3407, 3.6817
Si, 8.2082, 8.1835, 3.3792
Si, 1.3343, 1.3214, 4.6895
Si, 6.7957, 1.2583, 4.9162
Si, 4.0554, 4.1176, 4.6251
Si, 9.5335, 4.055, 4.8995
Si, 1.3988, 6.9014, 4.8962
Si, 6.7869, 6.8494, 4.6896
B, 4.112, 9.5631, 4.8746
Si, 9.5656, 9.5684, 4.7322
Si, 2.7814, -0.1077, 5.9567
Si, 8.2259, -0.1318, 6.2645
Si, -0.0056, 2.6331, 6.1793
Si, 5.3744, 2.7723, 6.06
Si, 2.7511, 5.4218, 6.1362
Si, 8.075, 5.4521, 6.1425
Si, -0.0122, 8.2949, 6.2232
Si, 5.3918, 8.2932, 6.0021
Si, 3.4697, 1.8625, 7.0901
Si, 10.0583, 0.8093, 7.4344
Si, 1.7966, 3.6133, 7.3131
Si, 6.1896, 4.5705, 7.3376
Si, 4.6381, 6.3784, 7.1759
Si, 9.1082, 7.2167, 7.2792
Si, 0.9691, 10.159, 7.4322
Si, 7.3081, 8.8902, 7.4
O, 4.5755, 6.6531, 8.821
O, 1.4351, 3.9515, 8.9188
O, 9.6825, 6.5731, 8.7126
O, 1.3361, 10.0989, 9.0931
O, 6.0945, 4.2626, 8.9925
O, 3.7028, 1.5425, 8.6927
O, 7.0737, 8.9568, 9.0748
O, 9.6759, 1.0757, 9.0443
O, 8.2499, 2.5448, 22.765
O, 10.9945, 5.5405, 22.6591
O, 5.6159, 0.0771, 22.6556
O, 5.2873, 5.3934, 22.6441
O, 2.1532, 2.8104, 22.4902
O, 3.33, 7.863, 22.5264
O, 8.3815, 8.7398, 22.4312
O, -0.1581, 11.2271, 22.7757
Si, 2.1472, 2.9821, 12.8638
Si, 8.6798, 1.2937, 10.3046
Si, 1.0628, 4.4974, 15.3407
Si, 7.5495, 5.5622, 12.1833
Si, 2.4171, 8.1799, 21.2254
Si, 5.4249, 7.7715, 12.4333
Si, 9.2707, 0.4575, 15.4734
Si, 2.9194, -0.0495, 16.6487
Si, 10.4518, 1.1692, 12.573
Si, 7.766, 2.8271, 21.2555
Si, 9.142, 8.7856, 14.428
Si, 1.4887, 4.7844, 10.3107
Si, 4.4798, 9.4817, 19.1409
Si, 11.0747, 6.0927, 21.1334
Si, 6.6209, 10.4453, 14.823
Si, 5.3864, 0.7254, 21.1926
Si, 2.3498, 9.8242, 10.345
Si, 0.4294, 10.6371, 21.4046
Si, 5.8481, 5.2523, 21.1394
Si, 3.6626, 7.0948, 10.0617
Si, 9.0414, 5.685, 14.8282
Si, 3.6597, 4.0834, 19.0905
Si, 10.0281, 3.6595, 19.3264
Si, 4.2638, 8.659, 15.3286
Si, 0.4542, 1.9145, 17.1553
Si, 6.7946, 7.5315, 19.2619
Si, 5.2566, 3.6198, 16.7314
Si, 7.784, 5.0135, 17.5268
Si, 6.66, 9.9056, 10.3283
Si, 4.3636, 1.0625, 10.0618
Si, -0.0302, 9.0952, 11.8682
Si, 9.1019, 8.6304, 20.9616
Si, 4.5483, 1.6657, 14.5621
Si, 2.4467, 2.0907, 21.0611
Si, 6.3286, 3.3491, 10.3142
Si, 3.4311, 5.9155, 16.7211
Si, 9.8737, 6.5474, 10.3119
O, 0.1146, 2.6186, 18.5879
O, 2.9338, 9.628, 15.5655
O, 10.8575, 4.8042, 20.1507
O, 7.5572, 2.3798, 9.8839
O, 10.9352, 5.3565, 10.7345
O, 6.5924, 6.7105, 12.8545
O, 10.3201, 8.0692, 10.7515
O, 7.6743, 9.4601, 13.9748
O, 8.4306, 6.2136, 10.9871
O, 5.3468, 10.4881, 20.0762
O, 2.1666, 3.765, 11.4231
O, 7.9776, 8.5414, 19.7726
O, 6.2073, 6.73, 20.5606
O, 5.5031, 2.7136, 15.3987
O, 1.3046, 0.9317, 20.717
O, 6.0783, 9.0311, 11.5983
O, 4.6158, 4.9844, 16.1022
O, 6.5964, 3.9012, 17.623
O, 10.5207, 10.673, 11.8011
O, 5.5811, 0.4993, 13.9765
O, 8.0225, 5.1099, 15.9351
O, 9.7428, 9.8196, 15.5537
O, -0.3998, 5.1464, 15.1255
O, 1.5724, 6.8312, 20.8192
O, 1.5067, 0.6348, 17.1714
O, 6.5994, 1.761, 20.8313
O, 0.9953, 1.8138, 12.8042
O, 3.2457, 5.4955, 18.3164
O, 9.5037, 2.006, 11.5463
O, 1.0163, 3.1031, 16.1894
O, 8.5746, 5.1191, 13.3778
O, 10.2863, 8.5793, 13.2832
O, 1.4463, 9.4004, 21.688
O, 10.0765, 9.9363, 20.6284
O, 3.1619, 0.2386, 10.854
O, 5.0444, 2.3981, 10.7567
O, 1.7409, 4.1502, 13.9156
O, 7.9377, 10.8351, 10.7847
O, 9.13, 4.4639, 18.2342
O, 5.6431, 9.4885, 15.7447
O, 5.5277, -0.0208, 9.7645
O, 3.5829, 2.3076, 13.3829
O, 1.9746, 5.6467, 16.046
O, 9.7068, 1.0641, 14.0206
O, 4.4172, 6.921, 11.4886
O, 4.7533, 4.4937, 20.2145
O, 9.9572, 1.3353, 16.6368
O, 6.6907, 4.2964, 11.609
O, 5.5851, 8.404, 18.5883
O, 9.071, 2.7363, 20.2771
O, 3.6076, 1.1265, 15.774
O, 4.2193, 3.0777, 17.9006
O, 9.9203, 7.2181, 20.9084
O, 3.3818, 8.6816, 9.8246
O, 3.9385, 7.4211, 16.3523
O, 7.6358, 0.4771, 15.6827
O, 8.9315, 7.3008, 15.0181
O, 3.9327, 1.4438, 21.1624
O, 1.592, 9.1536, 11.6554
O, 2.3411, 6.1598, 10.1281
O, 7.3461, 6.4538, 18.1617
O, 7.2113, 4.3582, 21.134
O, 4.5524, 8.228, 13.765
O, 3.3321, 8.6589, 19.967
O, 2.4966, 3.2388, 19.8767
O, 3.7392, 10.3525, 17.9655

Results
free energy: -130699.894 eV
free energy less fixed offsets of B -154.04, O -568.88, Si -635.61 eV per atom: 2.826 eV

Forces (eV/angstrom), in the order of the atoms: element, x, y, z
Si, 0.0078, -0.0229, -0.0424
Si, -0.0272, -0.0073, -0.0437
Si, 0.0021, -0.0114, -0.0519
Si, -0.0043, 0.0155, -0.0462
Si, -0.0143, 0.0045, -0.041
Si, 0.0103, -0.0249, -0.0437
Si, 0.0006, 0.0213, -0.0452
Si, 0.0152, 0.0089, -0.0455
Si, -0.0121, -0.0028, 0.0037
Si, 0.0124, 0.0009, 0.0088
Si, 0.0038, 0.0066, 0.0039
Si, -0.0041, -0.0043, 0.0102
Si, 0.0025, -0.0042, 0.0025
Si, -0.0102, -0.0046, 0.0081
Si, 0.0028, -0.0016, 0.0032
Si, 0.0072, 0.0075, 0.001
Si, 0.0011, -0.0003, 0.055
Si, 0.0053, 0.0036, -0.1591
Si, 0.0048, 0.0088, -0.1536
Si, -0.0095, 0.0055, 0.0503
Si, 0.0053, 0.0001, -0.1019
Si, -0.0048, 0, 0.0527
Si, -0.0155, -0.0081, 0.0522
Si, 0.0027, -0.0045, -0.0746
Si, 0.009, -0.0168, -0.0192
Si, 0.0028, 0.0064, 0.2059
Si, 0.0139, 0.0348, 0.1974
Si, 0.0067, 0.011, -0.0583
Si, 0.0373, -0.0016, 0.0865
Si, 0.017, -0.0062, -0.0312
Si, 0.02, -0.0031, -0.0511
Si, -0.0508, -0.0456, 0.1944
Si, -0.0161, 0.0139, -0.0179
Si, 0.0031, -0.0009, -0.0255
Si, -0.0063, 0.0079, -0.0366
Si, 0.014, -0.0093, -0.006
Si, -0.0027, -0.0051, -0.0344
Si, -0.0091, 0.006, -0.0085
Si, -0.019, 0.0169, 0.0214
Si, -0.0068, 0.0156, -0.0335
Si, -0.0092, 0.0192, 0.01
Si, -0.0017, -0.0272, -0.0053
Si, -0.0145, 0.0065, 0.0052
Si, 0.0203, -0.0057, -0.0018
Si, 0.0119, -0.0158, -0.0078
Si, -0.0006, 0.013, 0.0088
Si, 0.0249, -0.0041, 0.0029
Si, -0.0185, -0.0018, 0.001
Si, 0.0031, -0.021, 0.0089
Si, 0.0053, 0.0278, 0.004
Si, -0.0144, -0.0019, -0.0086
Si, 0.0293, 0.003, -0.0033
Si, -0.0117, 0.0103, 0.0077
Si, -0.0017, -0.0042, -0.0205
Si, 0.0042, -0.0036, -0.0082
Si, -0.0305, 0.002, 0.0231
Si, -0.0455, -0.0011, 0.0424
Si, 0.0316, -0.037, 0.0323
Si, 0.0301, -0.0227, -0.0002
Si, -0.026, 0.0128, 0.0305
Si, 0.0613, -0.009, 0.0517
Si, -0.0204, 0.015, 0.0058
Si, 0.0165, 0.0218, 0.0632
Si, -0.0029, -0.0306, 0.0192
Si, -0.0674, -0.0196, -0.1618
Si, 0.2066, 0.1671, -0.2601
Si, -0.0395, -0.0336, -0.1779
Si, -0.006, -0.0251, -0.0317
Si, 0.0104, 0.007, -0.0006
Si, -0.0069, 0.0569, -0.1958
Si, -0.0557, -0.0376, -0.1906
Si, 0.0182, 0.0361, -0.0953
Si, 0.048, -0.0124, 0.0804
Si, 0.0192, 0.0106, 0.0217
Si, 0.0223, 0.0075, 0.1397
Si, -0.0001, 0.0146, -0.039
Si, -0.0306, 0.0109, 0.0457
Si, -0.0367, -0.0067, 0.069
B, -0.1795, -0.1119, 0.309
Si, 0.0137, -0.0056, 0.0636
Si, -0.0491, 0.016, 0.0199
Si, -0.0116, -0.0125, -0.0227
Si, -0.0083, -0.0306, 0.0117
Si, -0.0026, 0.0452, 0.0137
Si, -0.0219, -0.0279, -0.0282
Si, -0.0111, 0.0425, 0.0315
Si, -0.0089, 0.0121, -0.0166
Si, 0.0894, -0.0099, 0.0157
Si, 0.0802, -0.0879, 0.0428
Si, -0.0215, 0.0004, 0.079
Si, -0.0186, 0.0534, 0.0869
Si, 0.0279, -0.0551, 0.0603
Si, -0.0206, 0.059, 0.0866
Si, 0.0335, -0.0028, 0.0572
Si, 0.065, -0.0139, 0.0497
Si, -0.0394, -0.0114, 0.0434
O, 0.0353, -0.0238, -0.0565
O, 0.0034, -0.0392, -0.0757
O, -0.0191, 0.0073, -0.0383
O, -0.027, 0.0191, -0.0486
O, -0.0112, 0.0403, -0.0658
O, -0.0354, 0.0354, -0.0251
O, 0.0186, -0.0234, -0.0322
O, 0.0333, -0.0076, -0.0527
O, 0.015, -0.014, 0.0428
O, 0.0102, -0.0173, 0.0393
O, 0.0181, -0.0185, 0.0396
O, -0.0168, 0.0147, 0.0363
O, -0.0068, 0.0242, 0.0483
O, 0.0182, -0.0148, 0.0388
O, -0.0245, 0.003, 0.0397
O, -0.0163, 0.0197, 0.0315
Si, -0.0014, -0.0155, -0.0393
Si, -0.0114, 0.0055, -0.005
Si, -0.0048, -0.0005, -0.0178
Si, -0.0031, 0.0072, -0.0457
Si, -0.0099, 0.0067, 0.0107
Si, 0.0072, -0.0003, -0.0443
Si, -0.0093, -0.0066, -0.0167
Si, -0.0053, 0.0002, -0.0157
Si, 0.01, -0.0055, -0.0407
Si, 0.0005, 0.0093, 0.0021
Si, -0.017, 0.0074, -0.0287
Si, 0.0087, 0.0188, 0.0026
Si, -0.0027, 0.0041, 0.0113
Si, 0.0018, 0.001, 0.005
Si, 0.0055, 0.0032, -0.0308
Si, -0.0112, 0.0068, 0.0064
Si, 0.0065, -0.0087, -0.0296
Si, 0.0144, -0.0073, 0.02
Si, 0.0047, -0.0004, 0.0017
Si, -0.0295, 0.0077, -0.0185
Si, 0.0062, 0.0076, -0.0225
Si, -0.0032, 0.0093, 0.0045
Si, 0.0039, -0.0073, 0.0153
Si, -0.001, 0.0085, -0.0177
Si, 0.001, -0.0039, -0.0016
Si, -0.0056, -0.0048, 0.0182
Si, -0.0022, 0.0016, -0.0013
Si, -0.0053, -0.0106, 0.0039
Si, -0.0087, 0.0081, -0.0232
Si, 0.0099, -0.005, -0.0229
Si, -0.0079, 0.0151, -0.046
Si, 0.007, -0.0041, 0.0126
Si, 0.0031, -0.0064, -0.0294
Si, 0.0097, -0.0063, 0.006
Si, 0.0081, -0.0224, -0.005
Si, -0.0005, 0.0017, -0.0034
Si, -0.0062, 0.0084, -0.0141
O, -0.0074, 0.0086, -0.0043
O, 0.0004, -0.0015, 0.0169
O, 0.0056, 0.0177, -0.0041
O, 0.0031, 0.0086, 0.0223
O, 0.0099, -0.0005, 0.0156
O, -0.0037, 0.0046, 0.0179
O, -0.0036, -0.0154, 0.0196
O, -0.0002, -0.003, 0.0191
O, 0.0156, 0.0039, 0.0152
O, 0.0037, 0.0153, -0.0032
O, -0.007, 0.0187, 0.0044
O, 0.0124, 0.0025, -0.0058
O, -0.0056, -0.0096, -0.0103
O, 0.0024, 0.0016, 0.0119
O, -0.0024, -0.0051, -0.0144
O, 0.0048, 0.0143, 0.0115
O, 0, -0.0008, 0.0048
O, 0.0041, 0.0031, -0.0075
O, 0.0016, -0.0107, 0.0258
O, -0.0016, -0.0011, 0.0214
O, -0.0031, -0.0012, 0.0113
O, 0.0055, -0.0013, 0.0072
O, -0.0031, 0.0009, 0.0129
O, -0.0025, 0.0002, -0.0176
O, -0.003, 0.0005, -0.0021
O, 0.0007, 0.0004, -0.0166
O, -0.0019, 0.0003, 0.0269
O, 0.0027, -0.0047, -0.0012
O, -0.0179, -0.0036, 0.0059
O, -0.0005, -0.0008, 0.0031
O, -0.0066, -0.0008, 0.015
O, 0.0105, -0.0036, 0.0105
O, -0.0032, 0.0027, -0.0271
O, -0.002, -0.003, -0.0152
O, 0.01, 0.0077, 0.0184
O, -0.0062, -0.008, 0.0176
O, 0.0007, -0.0024, 0.0144
O, -0.0073, 0.0024, 0.0166
O, 0.0084, -0.0062, -0.0018
O, -0.0049, -0.0041, 0.0068
O, -0.0048, 0.0015, 0.0077
O, -0.0039, 0.0036, 0.0228
O, 0.0019, -0.0012, 0.0026
O, 0.0066, 0.0071, 0.0079
O, -0.0049, -0.0044, 0.0058
O, 0.0169, 0.0073, -0.0022
O, 0.0037, 0.0007, 0.0001
O, -0.0062, -0.0156, 0.008
O, 0.0001, -0.0006, -0.0063
O, -0.0157, -0.0033, -0.0058
O, -0.0003, 0.0034, 0.0109
O, -0.005, -0.0039, 0.0006
O, 0.0006, -0.0008, -0.0211
O, -0.0022, -0.0057, 0.0218
O, 0.0004, 0, 0.0015
O, 0.0013, 0.0043, 0.0101
O, 0.0021, -0.003, 0.0092
O, 0.0077, -0.0016, -0.0208
O, -0.0001, 0.0081, 0.0162
O, 0.0092, -0.0055, 0.0212
O, -0.0041, 0.0146, -0.001
O, 0, -0.0102, -0.0187
O, 0.002, -0.0043, 0.0127
O, -0.0111, -0.0096, -0.004
O, -0.0057, -0.0152, -0.0025
O, 0.0101, -0.0078, 0.0087

The program warned: the cutoff lies below the one the program advises for these potential files; the exchange-correlation potential is rough where the density is thin.
